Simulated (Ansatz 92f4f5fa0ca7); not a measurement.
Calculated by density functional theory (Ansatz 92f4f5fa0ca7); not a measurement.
Periodic cell of 223 atoms, Si132O90As1, from a study of silicon, its oxide and their interface. The atomic structure is a simulated model.
Doubt: the cutoff is far below the 930 eV that the study's wrapper takes by default for these files, so forces and energies are approximate.

Settings: functional PBE; potential files Ansatz PAW; basis plane waves; wave-function cutoff 580 eV; density cutoff ratio 5; exchange-correlation grid ratio 1; k mesh 1 x 1 x 1, Gamma-centred; self-consistency stop 5e-08 eV per atom in the density residual; occupations fixed; spin none; net charge +1 e, with a uniform compensating background and no finite-size correction.

Cell vectors (angstrom)
a	10.938	0	0
b	0	10.938	0
c	0	0	32.1988

Atoms: element, x, y, z (angstrom)
Si	10.5921	0.2222	24.8666
Si	5.743	10.6738	24.7457
Si	2.4829	2.9128	24.6442
Si	8.4346	2.4553	24.8259
Si	0.2793	5.1616	24.7592
Si	5.1618	5.7441	24.695
Si	2.9415	8.002	24.5972
Si	7.9436	8.4351	24.735
Si	1.3323	1.3801	26.0386
Si	6.8497	1.3074	26.1176
Si	4.0496	4.1011	25.9885
Si	9.6104	4.0546	26.0847
Si	1.401	6.8248	25.9982
Si	6.7742	6.8503	26.027
Si	4.1052	9.5323	25.9979
Si	9.4697	9.568	26.1471
Si	2.7323	-0.0081	27.3464
Si	8.1635	-0.0207	27.5553
Si	0.0157	2.7177	27.487
Si	5.4454	2.7434	27.3655
Si	2.7343	5.4663	27.4269
Si	8.19	5.4706	27.3546
Si	-0.0015	8.1825	27.3738
Si	5.4451	8.1997	27.4451
Si	4.0813	1.3669	28.7355
Si	9.583	1.3561	28.8536
Si	1.3721	4.1154	28.8183
Si	6.8293	4.1062	28.7332
Si	4.1022	6.8193	28.8054
Si	9.5581	6.8234	28.7423
Si	1.3712	9.5663	28.7299
Si	6.7803	9.5447	28.8675
Si	0.022	-0.0243	30.1608
Si	5.4289	0.0155	30.1585
Si	2.7416	2.73	30.1498
Si	8.1919	2.7516	30.138
Si	-0.0184	5.474	30.1407
Si	5.4839	5.4595	30.1499
Si	2.7242	8.209	30.1262
Si	8.2079	8.1819	30.1569
Si	1.3758	1.3617	31.5258
Si	6.8231	1.3845	31.4939
Si	4.1121	4.0974	31.5164
Si	9.5622	4.1073	31.511
Si	1.3551	6.85	31.4855
Si	6.847	6.8227	31.5332
Si	4.0774	9.573	31.5154
Si	9.5783	9.5564	31.5195
Si	2.7381	-0.0012	0.7051
Si	8.1921	0.0132	0.6486
Si	-0.0025	2.7438	0.6823
Si	5.4817	2.7372	0.6881
Si	2.7321	5.499	0.6524
Si	8.2177	5.4603	0.7048
Si	0.0122	8.1926	0.6836
Si	5.4639	8.2124	0.683
Si	4.1207	1.3761	2.0531
Si	9.5457	1.3675	2.0276
Si	1.3729	4.1441	2.0199
Si	6.8388	4.1003	2.0618
Si	4.1002	6.8391	2.0514
Si	9.5828	6.8461	2.0556
Si	1.3786	9.5459	2.0535
Si	6.8207	9.6188	2.0292
Si	-0.005	-0.0045	3.3486
Si	5.4685	0.0141	3.4614
Si	2.7789	2.8111	3.3436
Si	8.1898	2.7192	3.4333
Si	0.0274	5.4957	3.428
Si	5.4725	5.4722	3.4096
Si	2.7704	8.2143	3.4541
Si	8.1747	8.2378	3.3485
Si	1.4064	1.3963	4.6195
Si	6.7624	1.4418	4.8336
Si	4.1429	4.0956	4.8049
Si	9.5593	4.1198	4.7433
Si	1.4166	6.8357	4.8142
Si	6.8326	6.8869	4.7313
Si	4.1073	9.6035	4.8451
Si	9.609	9.5195	4.6868
Si	2.7215	0.1174	6.086
As	8.1558	-0.0344	6.1573
Si	0.0396	2.722	5.9697
Si	5.4371	2.758	6.3232
Si	2.8036	5.4785	6.1866
Si	8.1743	5.4931	6.0673
Si	0.0136	8.1867	6.1453
Si	5.4901	8.2151	6.1865
Si	3.794	1.5895	7.6243
Si	9.8167	1.2282	7.3537
Si	1.6024	3.8086	7.3131
Si	6.6318	4.4424	7.4891
Si	4.3882	6.6524	7.5345
Si	9.3788	6.974	7.411
Si	1.0836	9.9301	7.2861
Si	7.0794	9.1804	7.6872
O	8.3615	8.1945	7.8052
O	2.649	2.7307	7.9981
O	9.5282	1.3426	24.2571
O	4.059	6.8588	24.1294
O	-0.1059	0.0223	7.8377
O	5.5324	5.5657	8.0517
O	6.853	9.5655	24.1952
O	1.3749	4.057	24.168
O	3.8512	7.4945	8.8744
O	0.6814	4.3905	8.5331
O	9.7914	6.2766	8.8598
O	1.9671	9.4235	8.5724
O	7.4786	3.9335	8.8164
O	4.2371	0.9175	9.0832
O	6.7611	9.5042	9.2513
O	9.1408	1.8399	8.7083
O	7.7149	3.1447	23.523
O	10.5017	5.8362	23.4487
O	5.0948	0.4328	23.4095
O	5.87	5.0866	23.3637
O	3.1077	2.2022	23.28
O	2.3116	8.7082	23.2222
O	8.6287	7.7503	23.4002
O	0.2552	10.3208	23.6085
Si	4.3946	1.5665	22.4767
Si	3.4973	7.923	14.049
Si	7.1301	0.9545	14.6687
Si	0.9556	9.3462	22.5298
Si	1.1874	4.2977	11.882
Si	6.2777	8.9602	15.3293
Si	0.6871	1.3543	12.3075
Si	8.6342	4.9455	20.5199
Si	0.3007	5.7253	9.3612
Si	5.1091	3.1108	17.9479
Si	0.8859	3.7323	16.7464
Si	10.4074	2.839	19.2346
Si	5.2683	1.1705	10.3482
Si	0.8937	0.1699	19.8571
Si	6.6497	9.4462	10.896
Si	9.3446	9.669	18.339
Si	9.3984	9.2352	12.5869
Si	6.5774	3.8393	22.5923
Si	2.4112	8.0925	9.3787
Si	10.5999	7.3582	17.0954
Si	2.5164	6.2859	16.5959
Si	10.1821	4.4783	14.1833
Si	6.1463	9.1776	18.526
Si	7.94	2.5578	9.5506
Si	8.8857	2.1276	12.4363
Si	5.3514	6.2341	18.0753
Si	3.9298	0.5488	19.4781
Si	4.2817	3.8282	12.0593
Si	5.548	6.5873	12.1662
Si	8.0222	2.493	17.2235
Si	4.3652	2.4697	14.975
Si	1.5502	1.1998	15.2675
Si	1.5796	9.4011	12.0565
Si	8.06	6.842	13.883
Si	10.3893	9.826	15.5029
Si	9.8157	7.0083	22.5588
Si	8.1213	5.4747	17.4182
O	6.0486	7.9483	11.323
O	6.0312	9.2024	16.9077
O	7.6893	1.3576	13.1964
O	0.8993	1.7355	13.8783
O	9.4477	6.2369	16.893
O	6.7653	6.1881	13.1643
O	5.1478	4.6479	18.6159
O	9.2333	2.1458	18.2843
O	2.3743	0.0885	19.0891
O	9.4172	10.223	16.779
O	2.7953	4.4253	11.7105
O	5.0719	10.3129	19.1171
O	9.4278	3.2473	13.4575
O	0.4648	1.7591	19.963
O	3.1646	1.344	15.0678
O	8.1743	5.3697	19.0314
O	3.9021	6.5824	17.4048
O	4.5732	3.2726	16.3955
O	9.0741	5.6583	14.3268
O	5.4558	2.7546	22.1418
O	10.675	4.1102	15.676
O	0.34	3.8591	18.2803
O	10.4341	10.5055	19.2291
O	9.6506	10.0134	14.0447
O	10.9141	8.1167	22.0971
O	1.211	2.1509	16.5405
O	9.7412	3.7435	20.4236
O	8.1417	4.023	16.6909
O	-0.0335	9.0917	11.9234
O	6.5907	2.4002	18.0046
O	5.583	10.706	11.1934
O	7.7559	9.5863	18.8584
O	10.0403	1.0065	12.0653
O	1.3546	6.913	9.0624
O	0.6314	4.7621	13.3496
O	5.7153	7.6141	18.9894
O	5.2449	5.0754	11.538
O	2.7169	6.9886	15.1394
O	0.9214	2.73	11.4747
O	0.8694	10.6743	15.5621
O	2.4105	8.564	10.9285
O	4.7051	2.422	11.2792
O	4.25	3.4976	13.6878
O	2.1953	4.6803	16.489
O	10.7143	8.2395	15.7158
O	6.9336	10.2875	14.6746
O	2.3542	8.947	13.4384
O	8.0501	1.5159	15.9092
O	4.131	6.9767	12.8819
O	4.1863	2.0015	18.7347
O	7.2983	4.4116	21.2662
O	8.4188	2.8778	11.0699
O	1.1906	6.8613	17.3847
O	5.6685	1.5778	14.7682
O	8.1331	9.7516	11.6137
O	9.2127	6.2814	21.2416
O	8.9636	7.7033	12.8645
O	1.6631	0.1076	11.8914
O	6.6575	6.1421	17.071
O	7.4121	7.7998	15.0535
O	1.2194	10.2935	21.2373
O	10.031	8.188	18.3707
O	3.9554	0.8439	21.0902
O	0.3445	5.3097	10.9183
O	6.6738	1.5515	9.6108
O	4.7897	8.6973	14.6946

Results
free energy: -139961.608 eV
free energy less fixed offsets of As -4856.12, O -568.88, Si -635.61 eV per atom: -5.768 eV

Forces (eV/angstrom), in the order of the atoms: element, x, y, z
Si	0.037	-0.055	-0.1664
Si	-0.0306	0.0436	-0.2178
Si	0.0282	-0.0368	-0.2087
Si	-0.0475	0.0443	-0.2199
Si	-0.026	0.0275	-0.2172
Si	0.0173	-0.0239	-0.2052
Si	-0.0309	0.0181	-0.1974
Si	0.0465	-0.0419	-0.2013
Si	0.0017	0.0197	0.0096
Si	0.0121	-0.0117	0.0531
Si	-0.0093	0.0082	0.034
Si	0.0062	0.0041	0.0254
Si	0.013	0.0151	0.0392
Si	0.0009	0.0142	0.0139
Si	-0.0026	-0.0015	0.0182
Si	-0.0229	0.0082	0.0434
Si	-0.0058	-0.0029	-0.0759
Si	-0.0204	-0.0161	0.1059
Si	0.0078	0.0059	0.0798
Si	-0.0031	-0.0069	-0.0685
Si	0.0006	0.0084	0.0195
Si	0.0026	-0.0133	-0.0706
Si	-0.0001	-0.0156	-0.0678
Si	-0.0202	-0.0175	0.0472
Si	0.021	0.005	0.0665
Si	-0.0312	-0.0029	-0.1355
Si	-0.0179	-0.0595	-0.0918
Si	0.0085	-0.0145	0.0698
Si	-0.0089	0.0074	-0.0604
Si	0.0065	0.0359	0.0504
Si	-0.0301	0.0017	0.0669
Si	0.1083	0.03	-0.1489
Si	0.0352	-0.0116	0.0132
Si	-0.059	0.0479	0.0222
Si	-0.0038	-0.0041	0.009
Si	-0.0143	0.0189	0.0047
Si	-0.0198	0.0243	0.0075
Si	0.0123	-0.0129	0.0084
Si	-0.0057	0.0218	-0.0045
Si	0.0031	-0.0313	0.0215
Si	0.0015	-0.0097	0.0034
Si	-0.0003	0.0172	-0.0204
Si	-0.0033	0.0008	-0.003
Si	0.006	-0.0052	0.0166
Si	-0.0056	-0.0011	-0.011
Si	0.0054	0.0112	0.0095
Si	-0.0023	-0.0198	0.0243
Si	0.0133	-0.0067	-0.0256
Si	-0.0227	0.0204	0.0019
Si	0.0077	0.0156	-0.0395
Si	0.0002	0.0079	-0.024
Si	-0.0068	-0.0093	-0.017
Si	0.0105	-0.0083	-0.0354
Si	-0.0117	0.0155	-0.0012
Si	-0.0237	0.0061	-0.0123
Si	-0.0112	-0.0023	-0.0365
Si	0.017	-0.0128	-0.0361
Si	0.0087	0.0116	-0.0005
Si	-0.0564	0.0204	-0.0551
Si	0.0069	-0.0099	-0.016
Si	0.0147	0.0272	-0.0153
Si	0.0341	-0.0141	-0.0391
Si	0.0561	-0.0474	-0.0283
Si	-0.0637	-0.0002	-0.0343
Si	0.1447	0.1355	0.0357
Si	-0.0668	0.0294	-0.1067
Si	-0.0576	-0.1255	0.1308
Si	0.073	0.1033	-0.0855
Si	-0.043	0.0006	-0.0452
Si	-0.0116	0.0198	0.0314
Si	-0.074	-0.0344	-0.0834
Si	0.0495	-0.1267	0.0343
Si	-0.0342	-0.0184	-0.1564
Si	-0.0089	-0.0729	0.0875
Si	-0.0016	0.0689	-0.0429
Si	-0.0053	0.0261	-0.023
Si	0.0321	0.0118	0.0309
Si	0.0448	0.0593	-0.064
Si	0.0432	0.0361	0.0403
Si	-0.1818	0.0009	0.2665
Si	-0.0005	0.0351	-0.0172
As	0.0292	-0.1518	0.2448
Si	-0.0421	-0.0994	0.0308
Si	-0.0143	-0.0498	-0.0236
Si	0.0073	-0.0041	0.0255
Si	-0.0121	-0.0012	-0.0311
Si	0.0396	-0.053	-0.1172
Si	0.0845	0.049	0.079
Si	-0.0244	-0.1018	0.3278
Si	0.1567	-0.2186	0.3672
Si	-0.1356	0.083	0.1721
Si	0.0504	0.0632	0.3151
Si	-0.0594	0.1075	0.2226
Si	0.0082	-0.0973	0.1413
Si	0.0858	0.0024	0.1739
Si	0.1158	-0.018	0.1108
O	-0.0775	0.0062	0.002
O	0.1154	-0.0197	-0.0991
O	-0.0061	0.0148	0.113
O	-0.003	0.0083	0.0913
O	0.2005	-0.0483	-0.037
O	0.0187	-0.0929	-0.1118
O	-0.0073	0.0062	0.1073
O	-0.0085	0.0038	0.1056
O	0.0708	-0.0878	-0.1664
O	0.0756	-0.0828	-0.1738
O	-0.0676	0.0923	-0.2648
O	-0.1125	0.1096	-0.2397
O	-0.0775	0.0911	-0.2298
O	-0.0838	0.062	-0.3252
O	-0.0613	0.0953	-0.4754
O	0.0058	0.0422	-0.2002
O	0.0835	-0.0662	0.1907
O	0.0774	-0.085	0.2071
O	0.0673	-0.0932	0.204
O	-0.0735	0.0884	0.2042
O	-0.0828	0.0702	0.2013
O	0.0798	-0.0655	0.1988
O	-0.086	0.0668	0.1851
O	-0.0812	0.0972	0.1962
Si	0.0002	-0.0108	-0.3109
Si	0.0067	-0.0205	0.2649
Si	-0.0197	-0.0121	0.2415
Si	-0.0197	0.0262	-0.3145
Si	0.0331	-0.0887	0.3229
Si	-0.0104	0.0149	0.1606
Si	0.0257	0.0195	0.2681
Si	0.043	-0.0427	-0.1824
Si	0.0688	-0.017	0.4227
Si	0.0159	0.0151	0.0401
Si	0.0354	0.011	0.0857
Si	0.0044	-0.0177	-0.0589
Si	-0.0467	0.1126	0.44
Si	-0.0334	0.0503	-0.1565
Si	0.0491	-0.0926	0.5583
Si	-0.0227	-0.0132	0.02
Si	0.0929	-0.0348	0.3485
Si	0.0098	-0.0169	-0.2903
Si	-0.0317	0.0249	0.3877
Si	0.0057	-0.0174	0.0663
Si	0.0008	-0.0115	0.1231
Si	-0.0123	0.0252	0.2315
Si	0.0069	-0.0114	0.0298
Si	-0.0875	0.0538	0.5025
Si	0.0493	-0.0523	0.4067
Si	-0.01	0.0057	0.0091
Si	0.0153	-0.0257	-0.1542
Si	-0.0397	0.0743	0.328
Si	-0.0436	-0.0853	0.3002
Si	-0.0065	0.024	0.0707
Si	0.0048	-0.0409	0.2143
Si	0.018	-0.0161	0.1781
Si	-0.0447	0.0609	0.3519
Si	0.0128	-0.001	0.2278
Si	0.0232	-0.0248	0.1918
Si	-0.0148	0.0001	-0.2871
Si	-0.0129	0.0098	0.0019
O	0.0689	0.2032	-0.226
O	0.0028	-0.0011	-0.0876
O	0.0537	0.0416	-0.1996
O	-0.0406	0.0035	-0.1985
O	-0.0021	-0.0008	-0.0253
O	-0.0666	0.0109	-0.1384
O	0.0007	-0.0117	-0.0006
O	0.0006	0.0031	-0.0023
O	-0.0077	-0.0007	0.039
O	0.0144	0.0043	-0.0679
O	-0.0077	0.0064	-0.1089
O	-0.0172	0.0203	0.021
O	-0.037	-0.0628	-0.1499
O	0.0089	-0.0108	0.0356
O	0.0064	0.0096	-0.062
O	0.0053	-0.0064	0.0663
O	-0.017	-0.0004	-0.035
O	-0.018	-0.0196	-0.0975
O	-0.009	0.0095	-0.077
O	0.004	0.0102	0.0945
O	-0.0388	0.0131	-0.1229
O	-0.0025	-0.0012	-0.0142
O	0.0266	0.0052	0.028
O	-0.0486	-0.0166	-0.2051
O	0.0019	-0.0024	0.0973
O	0.0026	-0.0248	-0.0559
O	-0.03	0.0355	0.0589
O	0.0037	-0.0022	-0.0249
O	0.0276	-0.0098	-0.1208
O	0.0013	-0.0032	-0.0161
O	0.0146	0.0135	-0.1705
O	0.0024	0.0019	-0.0028
O	-0.0324	-0.0022	-0.1047
O	-0.0036	-0.0251	-0.1556
O	0.0618	-0.002	-0.1771
O	0.0027	0.0032	-0.0001
O	0.0069	-0.0225	-0.1205
O	0.0309	0.0535	-0.1354
O	0.0004	0.0389	-0.121
O	0.0014	0.0125	-0.0623
O	0.0542	-0.0775	-0.2886
O	0.0672	-0.1664	-0.2158
O	0.0001	0.0599	-0.2241
O	-0.0087	-0.0094	-0.0349
O	-0.0075	0.0302	-0.0712
O	0.0152	0.019	-0.0748
O	-0.0604	0.0429	-0.166
O	-0.0148	-0.0337	-0.1073
O	0.0672	-0.0367	-0.1522
O	-0.0067	-0.0131	0.0221
O	-0.0663	-0.035	0.1405
O	-0.0692	0.0215	-0.3649
O	0.0019	0.0018	-0.0298
O	-0.0024	0.0077	-0.0732
O	-0.178	0.0147	-0.2268
O	0.0351	0.0696	0.1378
O	0.0185	0.0617	-0.1337
O	0.0231	-0.0351	-0.1092
O	0.0137	-0.0002	-0.0195
O	0.0298	-0.0419	-0.0973
O	0.0042	-0.0773	0.1771
O	0.0035	0.0026	-0.0096
O	0.0207	0.0463	0.1923
O	-0.0731	0.0909	-0.2677
O	0.0435	0.0145	-0.1465
O	-0.0426	-0.019	-0.0908

The program warned: the cutoff lies below the one the program advises for these potential files; the exchange-correlation potential is rough where the density is thin.
